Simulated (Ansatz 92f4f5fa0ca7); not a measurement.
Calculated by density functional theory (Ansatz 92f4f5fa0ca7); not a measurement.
Periodic cell of 153 atoms, Si99O54, from a study of silicon, its oxide and their interface. The atomic structure is a simulated model.

Settings
functional: r2SCAN
potential files: Ansatz norm-conserving
basis: plane waves
wave-function cutoff: 1300 eV
density cutoff ratio: 4
exchange-correlation grid ratio: 1
k mesh: 2 x 2 x 1, shifted by 0.5 0.5 0.5 of a step
self-consistency stop: 5e-08 eV per atom in the density residual
occupations: Fermi-Dirac, 0.05 eV
spin: none
net charge: 0

Cell vectors (angstrom)
a, 11.54, 0, 0
b, 0, 11.54, 0
c, 0, 0, 20.2961

Atoms: element, x, y, z (angstrom)
Si, -0.6532, -0.157, -0.2842
Si, 1.1824, 3.9164, 1.7539
Si, 0.3504, 8.2399, -0.4564
Si, 2.2111, -0.0491, 1.0564
Si, 5.4839, 3.128, -0.3187
Si, 3.0247, 7.0174, -0.9589
Si, 7.5273, -0.3104, -1.126
Si, 7.2476, 8.246, 0.072
Si, 3.9716, 12.7491, -0.0752
Si, -0.9601, 0.1274, 1.8543
Si, 2.7143, 3.1867, -0.5677
Si, 2.3478, 7.6368, 1.4996
Si, 5.8143, 0.1315, 1.288
Si, 6.5699, 3.8999, 1.81
Si, 5.0273, 7.4888, 1.7202
Si, 8.3718, 0.2236, 1.0755
Si, 9.2031, 3.8366, 1.3445
Si, 10.3666, 7.5433, 1.3659
Si, 1.8911, 1.9432, 2.7089
Si, 1.94, 5.7951, 2.675
Si, 1.9654, 9.6167, 2.5758
Si, 5.8273, 1.8812, 2.6692
Si, 5.764, 5.7519, 2.8002
Si, 5.7363, 9.6059, 2.6562
Si, 9.6031, 1.8399, 2.5666
Si, 9.6136, 5.7895, 2.7426
Si, 9.6702, 9.6205, 2.6378
Si, 0, 1.9233, 4.037
Si, 0, 5.77, 4.037
Si, 0, 9.6167, 4.037
Si, 3.8467, 1.9233, 4.037
Si, 3.8467, 5.77, 4.037
Si, 3.8467, 9.6167, 4.037
Si, 7.6933, 1.9233, 4.037
Si, 7.6933, 5.77, 4.037
Si, 7.6933, 9.6167, 4.037
Si, 0, 0, 5.3826
Si, 0, 3.8467, 5.3826
Si, 0, 7.6933, 5.3826
Si, 3.8467, 0, 5.3826
Si, 3.8467, 3.8467, 5.3826
Si, 3.8467, 7.6933, 5.3826
Si, 7.6933, 0, 5.3826
Si, 7.6933, 3.8467, 5.3826
Si, 7.6933, 7.6933, 5.3826
Si, 1.9233, 0, 6.7283
Si, 1.9233, 3.8467, 6.7283
Si, 1.9233, 7.6933, 6.7283
Si, 5.77, 0, 6.7283
Si, 5.77, 3.8467, 6.7283
Si, 5.77, 7.6933, 6.7283
Si, 9.6167, 0, 6.7283
Si, 9.6167, 3.8467, 6.7283
Si, 9.6167, 7.6933, 6.7283
Si, 1.9691, 1.8677, 8.1177
Si, 1.8472, 5.7647, 8.0883
Si, 1.9297, 9.6506, 8.1631
Si, 5.8254, 1.9968, 8.1196
Si, 5.6317, 5.752, 8.0946
Si, 5.7139, 9.6365, 8.0523
Si, 9.6179, 1.965, 8.0577
Si, 9.5166, 5.756, 8.0938
Si, 9.6042, 9.5747, 8.0779
Si, -0.2122, 2.2487, 9.6579
Si, -0.0947, 6.6947, 9.3513
Si, -0.2522, 9.1504, 9.4291
Si, 3.949, 2.3146, 9.2676
Si, 3.2978, 6.3027, 9.6406
Si, 3.9779, 9.5122, 9.606
Si, 7.4587, 4.0418, 10.3662
Si, 7.4297, 6.6421, 8.5328
Si, 7.5241, 8.9913, 9.2377
Si, -3.6878, 1.9231, 9.6388
Si, 1.8835, 4.1505, 11.0967
Si, 0.2721, 6.3801, 11.743
Si, 4.0887, -0.0343, 10.8587
Si, 4.4518, 4.4475, 10.7057
Si, 4.8384, 8.125, 11.2484
Si, 7.1562, -0.5747, 10.9066
Si, 8.2177, 4.0926, 12.7496
Si, 7.1938, 8.2827, 12.0375
Si, 7.5349, 0.2537, 16.5942
Si, -0.3406, 6.4223, 17.2948
Si, 11.0407, 1.4893, 17.6096
Si, 5.3517, 3.7271, 13.5034
Si, 9.6874, 4.2301, 18.0992
Si, 10.0047, 6.7642, 12.9435
Si, 13.9093, 7.8599, 13.4715
Si, -1.0796, 1.8457, 12.8627
Si, 4.9461, 5.0168, 15.6461
Si, 10.0095, 11.5728, 15.0193
Si, 4.5467, -0.6706, 16.2739
Si, 4.1069, 7.6592, 16.9867
Si, 2.4405, 0.7772, 18.5275
Si, -4.6561, 3.0693, 17.2216
Si, 1.4879, 2.8259, 13.8782
Si, -0.161, 20.0422, 15.2223
Si, 13.6515, 5.3264, 15.6477
Si, 3.6564, 12.6341, 13.7342
O, -0.7171, -1.6959, -0.9428
O, -5.3429, -9.0094, -1.7295
O, -2.0379, 4.076, -0.44
O, -1.1019, 0.8331, -1.4888
O, 1.2139, 3.3796, 0.0483
O, -0.0227, 6.9783, -1.5365
O, 4.248, -3.4875, -1.6266
O, 8.5738, -0.15, -2.4166
O, 3.6566, 3.9591, 0.3253
O, 1.262, -0.3557, -0.4063
O, 6.1673, 7.0174, 0.0903
O, 12.622, 1.519, -2.2276
O, 4.2579, 2.6609, -6.2567
O, 8.7609, 7.274, 0.4934
O, 13.1385, 4.0383, -5.3494
O, 8.2569, -7.627, -2.9251
O, 7.4115, 9.3462, -1.1139
O, 2.0901, 1.5485, 14.4128
O, -0.7255, 1.8574, 11.2734
O, -2.4781, 5.328, 13.3259
O, -0.5456, 7.8089, 16.4511
O, -0.947, 14.5755, 17.4355
O, 1.1592, 7.9709, 12.1838
O, 3.4346, 0.2479, 12.2692
O, 8.2031, 0.4742, 10.7367
O, 6.8554, 3.7565, 13.8452
O, 4.3976, -0.1957, 14.8149
O, 6.8245, 9.8638, 12.1937
O, 3.928, 8.0336, 12.7281
O, 5.6329, 0.1095, 11.1884
O, 8.4151, 0.0236, 15.4052
O, 8.9688, 2.5257, 13.2617
O, 5.5885, 4.0131, 11.8853
O, 8.6086, 7.6972, 12.2237
O, 12.0251, 4.8813, 11.8683
O, -1.7737, 5.6978, 17.4527
O, 3.4856, 4.5351, 16.336
O, -6.5924, 5.1351, 14.033
O, -0.7593, 10.1014, 15.3561
O, 10.6376, 1.1977, 15.8675
O, 6.0454, -0.3995, 16.7064
O, 10.0333, 0.1258, 13.3267
O, 13.3479, 3.0116, 12.1953
O, 2.7602, -4.8548, 17.0026
O, 16.088, -2.4248, 16.3099
O, 11.5124, 2.7276, 13.4865
O, 16.6176, 6.4011, 16.4386
O, 6.919, 13.2169, 16.3449
O, -1.0351, 7.4981, 14.2763
O, 2.0423, 6.4509, 14.1466
O, 3.3523, 11.2175, 17.53
O, 0.613, 16.7286, 16.6847
O, 12.9003, 8.7375, 14.6613
O, 6.0149, 4.0801, 16.2399

Results
free energy: -36673.159 eV
free energy less fixed offsets of O -463.61, Si -117.95 eV per atom: 38.831 eV
pressure: -1.53 GPa
stress xx, yy, zz, yz, xz, xy (GPa, positive in tension): 1.5, 1.46, 1.62, 0.11, -1.26, -0.74

Forces (eV/angstrom), in the order of the atoms: element, x, y, z
Si, 1.9898, -3.4421, -2.6702
Si, -0.7483, -1.7255, -2.4098
Si, -1.5022, 0.3323, -1.3219
Si, -0.6745, 1.1169, 0.3296
Si, -0.9973, -0.7398, 1.2296
Si, 0.8801, 0.6758, -0.884
Si, 0.6304, -2.6947, 1.2454
Si, 2.8348, -2.3555, 0.0257
Si, 0.9274, -1.8329, 0.3213
Si, 2.0686, -2.6699, 0.2449
Si, -3.5805, -1.2206, -2.0994
Si, 1.5164, 0.823, -1.4128
Si, 0.4153, -1.9742, -0.6454
Si, 0.7893, -0.9531, -2.6677
Si, 0.4205, 1.4051, -3.1424
Si, -1.7449, -0.5962, -1.0438
Si, -0.3147, 1.1563, -2.8432
Si, -3.815, 1.187, -1.1508
Si, 0.0773, -0.921, -0.2596
Si, -0.2273, -0.1029, 0.9201
Si, 0.0495, 0.5876, 0.6539
Si, -0.7656, 0.7607, 1.4064
Si, 0.1444, -0.9613, 0.8122
Si, 0.3937, 0.408, -0.6936
Si, -1.2808, 3.3221, 1.2268
Si, 1.0218, -0.6066, -0.7357
Si, 0.1105, -0.7429, -0.1817
Si, -0.1738, 0.0998, 0.413
Si, 0.1497, -0.1636, 0.4108
Si, 0.4732, 0.1237, -0.0571
Si, 0.2312, 0.0499, -0.3007
Si, -0.3249, -0.443, 0.6863
Si, -0.3031, 0.117, 0.0317
Si, 0.2795, -0.519, 0.1382
Si, 0.1211, 0.7396, 0.5761
Si, 0.117, -0.1352, -0.7101
Si, -0.0205, -0.0665, 0.1997
Si, 0.3237, 0.2051, 0.0961
Si, 0.1256, -0.1397, 0.1766
Si, 0.0777, 0.029, 0.0359
Si, -0.2329, -0.0736, 0.1302
Si, -0.1348, -0.0609, -0.1558
Si, 0.1027, 0.0024, 0.1249
Si, 0.1515, 0.1251, -0.1054
Si, 0.142, 0.2247, -0.0582
Si, 0.2087, -0.1582, 0.3496
Si, -0.447, -0.6806, 0.5562
Si, 0.407, 0.5983, 0.3259
Si, -0.1078, 0.7291, 0.2908
Si, 0.3371, 0.2833, -0.0915
Si, -0.5835, 0.234, -0.6476
Si, -0.0409, -0.4405, 0.4205
Si, -0.0418, 0.4015, -0.0415
Si, 0.0789, -0.0545, -0.6045
Si, -0.8915, 0.8827, 0.6385
Si, -1.7142, -0.0064, -0.5647
Si, -0.72, -1.0575, 0.6199
Si, 1.3663, -1.276, -0.1399
Si, -3.9062, -0.7323, -0.1204
Si, -0.41, -0.1128, -0.4623
Si, -0.1836, -0.406, 0.8326
Si, 0.8483, 0.5592, 0.6072
Si, -1.5783, 0.4095, -0.6745
Si, 1.1335, 0.1665, 1.6495
Si, 0.031, 0.184, 0.2239
Si, 2.4001, -0.5798, 0.2777
Si, -1.035, -0.9011, 2.4595
Si, 3.6548, 0.7323, 1.6562
Si, -1.3287, 0.7182, -0.5621
Si, 0.3228, 0.8998, 1.193
Si, 2.9602, 1.1993, 1.6866
Si, 1.2431, 0.8771, 0.588
Si, -0.0885, -1.0637, -0.1037
Si, -1.7312, -0.4991, -0.4825
Si, 0.0685, 7.0063, -2.3694
Si, -0.0133, 1.6635, -3.2791
Si, -0.6805, -1.3872, -1.7519
Si, -1.774, -1.7242, 1.3762
Si, -5.5312, -5.4397, 1.8152
Si, -0.2869, -4.2622, 2.4338
Si, -2.0906, 1.0038, -1.5209
Si, -1.9138, -0.5321, 2.6321
Si, 0.9225, -0.4947, -1.0582
Si, 1.82, 4.3545, -6.7956
Si, 1.0599, -0.4765, -2.4727
Si, -2.1911, -2.0623, 1.6401
Si, -4.3558, -0.437, 1.222
Si, -3.43, 0.8314, -1.3521
Si, -6.1297, -3.4215, -1.5485
Si, -3.3115, 2.0791, 3.7917
Si, -0.1459, -4.3309, -2.1897
Si, -1.3979, -4.3526, 4.5192
Si, 1.2883, -0.3427, 0.3371
Si, 1.6112, -2.401, -0.422
Si, 0.8212, 1.1113, -3.5318
Si, -1.7292, 5.5135, -2.1242
Si, 0.9477, 6.3925, -6.3648
Si, -0.0851, 2.2937, 3.7965
Si, -1.7049, -2.1422, 2.3568
O, 0.6577, -1.4058, 1.4499
O, -1.0493, 1.6648, 1.8516
O, 0.1042, -0.2008, 0.0201
O, -1.4228, -2.0518, 4.481
O, -0.2725, 0.9235, 1.1863
O, 0.9151, 1.529, 2.1968
O, -2.1068, -1.8485, -0.9011
O, -3.5769, 0.2885, -1.1082
O, 4.5757, 3.2632, 1.4413
O, 0.7783, 2.1803, 0.7359
O, -1.0334, 2.0021, 1.6069
O, 0.7397, -0.8005, -1.924
O, 0.6915, -2.7582, -1.7219
O, -1.0952, 2.5622, -0.1967
O, -0.6948, -3.5285, -4.21
O, -1.6604, -1.6004, 1.0728
O, -0.2397, 1.2094, 1.0817
O, 4.6525, -5.3672, -0.0657
O, 0.4751, -0.1781, -2.727
O, 1.4388, 2.1746, -0.4901
O, -0.1403, -3.7907, 7.2282
O, 0.0827, 0.8151, 1.7368
O, 1.318, -3.3497, 0.6026
O, -0.846, 2.0811, 4.6638
O, 2.7626, 4.8547, -1.735
O, 4.7375, -0.6957, -1.0382
O, -2.5875, 4.2306, -4.7443
O, 1.8903, 0.4884, 0.502
O, -1.7739, 0.3629, 0.5999
O, 3.3915, 0.1912, -0.7318
O, 3.0213, -1.9494, -4.125
O, 0.7212, 2.0953, -2.1248
O, -2.7126, -0.3463, -1.2398
O, 3.1165, -1.3828, 1.2661
O, 2.4409, -2.8407, 0.1926
O, 0.9682, 0.0433, 0.7296
O, 0.2215, 0.3552, -2.7453
O, -2.1595, 2.1186, 1.6462
O, -0.4941, -0.3165, -0.4162
O, 1.9697, 0.3386, 3.9902
O, 0.8301, -1.3056, 1.0038
O, 1.9836, 3.8813, 1.4412
O, 3.2127, -1.7272, 2.5302
O, -1.1945, 2.5291, -0.7912
O, -1.331, 0.3193, -0.277
O, 0.0508, 0.5846, 3.1952
O, 1.1293, 3.3158, -0.2225
O, 0.702, 4.1295, 1.0957
O, -0.9181, -0.0778, -2.1748
O, 1.5483, -3.0828, 2.5395
O, -0.0615, 1.4597, -1.6661
O, 1.145, 3.5302, -0.443
O, 1.7539, -0.1164, -0.9178
O, 1.6731, -2.5038, 1.7382
